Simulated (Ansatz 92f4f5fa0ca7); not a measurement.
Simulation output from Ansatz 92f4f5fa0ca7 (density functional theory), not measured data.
Periodic cell of 220 atoms, Si132O88, from a study of silicon, its oxide and their interface. The atomic structure is a simulated model.
Doubt: the cutoff is far below the 930 eV that the study's wrapper takes by default for these files, so forces and energies are approximate.
This geometry differs little from another in the collection (a relaxation step or a small displacement).

Settings: functional PBE; potential files Ansatz PAW; basis plane waves; wave-function cutoff 580 eV; density cutoff ratio 5; exchange-correlation grid ratio 1; k mesh 1 x 1 x 1, Gamma-centred; self-consistency stop 5e-08 eV per atom in the density residual; occupations fixed; spin none; net charge 0.

Cell vectors (angstrom)
a 10.938 0 0
b 0 10.938 0
c 0 0 32.1076

Atoms and the computed forces on them: element, x, y, z (angstrom), force x, y, z (eV/angstrom)
Si 0.2169 -0.1603 24.4548 -0.0128 0.0072 -0.0258
Si 5.6112 -0.3296 24.7101 0.0043 0.0038 0.0037
Si 2.5396 3.0253 24.4237 0.0022 -0.0016 0.001
Si 8.1011 2.9517 25.0115 -0.0084 0.0055 0.0285
Si 0.0644 5.103 24.6277 0.001 0.0026 0.0044
Si 5.8403 5.1267 24.5896 0.001 -0.0002 0.0161
Si 2.4737 8.4945 24.5564 0.0007 -0.0039 -0.004
Si 8.0109 8.5748 24.7303 -0.0029 -0.0043 0.001
Si 1.4191 1.3948 25.7989 0.0011 0.0045 -0.0004
Si 6.7642 1.3161 25.9902 -0.0033 0.0017 -0.0037
Si 4.083 4.1482 25.8602 0.0059 -0.0054 -0.0014
Si 9.6332 4.1176 26.2641 -0.0059 -0.0013 -0.0058
Si 1.286 6.8333 25.7896 0.0015 -0.0053 -0.0046
Si 6.8687 6.8439 25.8937 0.0027 -0.0014 -0.0045
Si 4.0464 9.4972 26.0344 0.0038 -0.006 -0.0041
Si 9.6025 9.7134 25.9775 -0.0011 0.0001 -0.0004
Si 2.7274 0.0378 27.3004 0.0024 0.0019 0.0079
Si 8.1943 0.0443 27.3615 -0.0032 -0.0019 0.0021
Si 0.0821 2.6424 27.3656 0.0002 0.0005 0.0031
Si 5.4062 2.7457 27.3013 0.0032 0.0062 -0.0013
Si 2.7091 5.5239 27.2491 -0.0006 0.0029 -0.0015
Si 8.1896 5.5429 27.386 -0.0066 -0.001 0.0047
Si -0.0194 8.2035 27.2747 -0.0029 -0.003 0.0056
Si 5.47 8.1449 27.3277 -0.0004 -0.0001 0.0006
Si 4.1018 1.3673 28.6893 -0.2046 0.116 0.0887
Si 9.5708 1.3673 28.6893 0.1341 -0.0229 0.4596
Si 1.3673 4.1018 28.6893 0.3984 0.027 -0.1759
Si 6.8362 4.1018 28.6893 -0.2413 0.0219 -0.1487
Si 4.1018 6.8362 28.6893 -0.1697 -0.2341 0.0417
Si 9.5708 6.8362 28.6893 0.1045 0.5511 0.3496
Si 1.3673 9.5708 28.6893 -0.0668 0.0311 -0.3612
Si 6.8362 9.5708 28.6893 0.0212 -0.2099 -0.0716
Si 0 0 30.0566 -0.1417 -0.1087 0.0342
Si 5.469 0 30.0566 -0.0158 -0.0017 -0.0596
Si 2.7345 2.7345 30.0566 0.1223 0.0912 0.032
Si 8.2035 2.7345 30.0566 0.103 0.052 -0.0352
Si 0 5.469 30.0566 -0.0321 0.0027 -0.0657
Si 5.469 5.469 30.0566 -0.101 -0.1327 0.0221
Si 2.7345 8.2035 30.0566 0.0341 0.0418 -0.0524
Si 8.2035 8.2035 30.0566 0.1164 0.0472 0.051
Si 1.3673 1.3673 31.4238 -0.0098 0.0433 -0.0477
Si 6.8362 1.3673 31.4238 -0.0023 -0.0492 -0.0286
Si 4.1018 4.1018 31.4238 -0.009 -0.0457 0.0172
Si 9.5708 4.1018 31.4238 -0.0402 0.0328 -0.0056
Si 1.3673 6.8362 31.4238 0.0284 -0.0084 -0.0299
Si 6.8362 6.8362 31.4238 0.0096 0.034 -0.0382
Si 4.1018 9.5708 31.4238 -0.0039 -0.0022 -0.0087
Si 9.5708 9.5708 31.4238 -0.0355 0.0158 0.0217
Si 2.7345 0 0.6835 -0.016 0.0007 0.0185
Si 8.2035 0 0.6835 0.024 0.0433 0.0039
Si 0 2.7345 0.6835 -0.022 -0.0441 0.0377
Si 5.469 2.7345 0.6835 0.0374 0.0199 0.0138
Si 2.7345 5.469 0.6835 -0.0031 0.0037 -0.0102
Si 8.2035 5.469 0.6835 0.0217 -0.0473 0.0279
Si 0 8.2035 0.6835 -0.0292 -0.0112 0.0082
Si 5.469 8.2035 0.6835 0.016 -0.01 0.0388
Si 4.1018 1.3673 2.0507 -0.004 0.0134 0.0614
Si 9.5708 1.3673 2.0507 -0.0852 -0.0704 -0.0251
Si 1.3673 4.1018 2.0507 0.1294 0.0836 -0.0156
Si 6.8362 4.1018 2.0507 -0.0559 -0.0527 0.0248
Si 4.1018 6.8362 2.0507 -0.1256 -0.0902 0.0002
Si 9.5708 6.8362 2.0507 -0.006 0.0537 0.0306
Si 1.3673 9.5708 2.0507 -0.0187 -0.0009 0.0327
Si 6.8362 9.5708 2.0507 0.0179 0.0094 -0.0297
Si 0 0 3.418 -0.2471 0.0129 -0.2505
Si 5.469 0 3.418 0.2499 -0.0136 0.1149
Si 2.7345 2.7345 3.418 0.1198 0.5018 0.0788
Si 8.2035 2.7345 3.418 0.0343 -0.0682 0.1354
Si 0 5.469 3.418 0.2206 -0.0537 0.2991
Si 5.469 5.469 3.418 -0.2104 -0.4492 -0.0986
Si 2.7345 8.2035 3.418 -0.0884 -0.2504 -0.2174
Si 8.2035 8.2035 3.418 0.0635 0.1482 -0.2437
Si 1.2996 1.4353 4.7212 -0.0018 -0.0013 -0.005
Si 6.8615 1.342 4.8238 0 0.0007 0.0007
Si 4.149 4.0675 4.876 0 -0.0031 0.0025
Si 9.5795 4.0891 4.7963 0.0018 -0.0055 -0.0011
Si 1.3893 6.8482 4.8324 -0.0039 0.0024 -0.0032
Si 6.8548 6.794 4.7168 0.0047 -0.007 -0.0035
Si 4.1012 9.5333 4.7414 -0.0021 0.0011 -0.0024
Si 9.5659 9.5631 4.7818 -0.0027 0.001 -0.0018
Si 2.6239 -0.0502 5.9203 0.0034 0.0026 0.0171
Si 8.2154 -0.027 6.2005 -0.0027 -0.0026 0
Si -0.077 2.697 6.2183 0.0008 0.0038 0.0032
Si 5.507 2.593 6.2951 0.0062 0.0025 0.0079
Si 2.7432 5.5147 6.2814 0.0011 -0.0038 0.0024
Si 8.1644 5.4274 6.1047 -0.005 0.0063 0.008
Si -0.0433 8.1717 6.165 0.0047 0.0051 0.0121
Si 5.4665 8.1238 6.0694 -0.0027 0.0032 0.0084
Si 3.7267 1.3455 7.4149 -0.0142 0.0134 -0.0017
Si 9.7307 1.1133 7.6205 -0.0027 0.0036 0.0116
Si 1.6466 3.7648 7.4224 0.0126 -0.0163 0.015
Si 6.7393 4.2158 7.526 -0.0078 -0.0102 -0.0091
Si 4.517 6.5393 7.5611 0.0121 0.006 -0.0155
Si 9.2805 7.0216 7.4242 0.0036 0.0002 -0.0121
Si 1.1004 9.8472 7.3324 -0.006 -0.0068 -0.0183
Si 7.0267 9.237 7.3609 0.0056 0.0025 -0.0036
O 1.2728 4.0773 24.0221 0.0004 0.0052 0.0022
O 6.8024 9.5771 24.1639 -0.0009 0.002 0.0011
O 2.9312 2.7628 7.2713 -0.0171 0.0031 0.0064
O 8.1613 8.161 7.8847 -0.0065 0.0006 0.0042
O 5.5767 5.3637 7.9828 -0.0136 -0.0012 0.0116
O 0.0213 0.0107 7.9699 0.0007 0.003 0.0024
O 5.3904 5.476 23.0426 -0.0026 0.0032 -0.0024
O 10.5483 0.4678 23.0134 0.0055 -0.0064 0.0059
O 2.1648 9.3781 8.5349 0.0005 -0.0003 0.0032
O 1.4744 3.7744 9.0491 0.0117 0.0004 -0.0157
O 9.0001 1.673 8.9338 -0.0239 0.0094 0.0152
O 7.7908 9.7394 12.1557 0.0054 0.0128 -0.0005
O 3.3788 0.8046 8.9673 0.0018 -0.0045 -0.0034
O 4.3792 7.3748 9.3276 0.0014 0.0006 -0.0104
O 7.6878 3.7004 8.7158 0.0123 0.0063 0.0235
O 9.8849 6.422 8.8315 0.0009 -0.0006 0.0042
O 3.3729 2.4324 23.0804 -0.0015 0.0003 -0.0008
O 4.6797 0.1538 23.4425 -0.0013 -0.0007 -0.0003
O 9.2179 2.4627 23.9241 0.0203 -0.0098 -0.0004
O 9.835 5.5474 23.5051 -0.0013 0 -0.0052
O 19.9063 8.1006 23.4709 0.0015 -0.0007 -0.0006
O 3.3395 7.9516 23.2575 -0.0013 0.0011 0.0021
O 7.0108 3.9876 24.3347 -0.0042 0.0049 -0.0215
O 1.3444 9.6181 24.0396 0.0019 -0.0006 0.0175
Si 3.963 6.4137 10.7702 -0.0056 -0.0252 0.0157
Si 9.3467 4.1362 14.593 -0.0012 -0.0025 0.0008
Si 7.5088 8.1722 11.9079 0.0029 0.0014 0.0015
Si 4.2377 1.2412 22.3112 -0.0009 0.0004 -0.0004
Si 17.3635 3.7003 14.1495 -0.0178 -0.0037 -0.0109
Si 2.7648 -0.5025 20.0937 -0.0004 0.0006 -0.0001
Si 7.2341 4.1055 19.3933 0.0011 -0.0015 -0.0015
Si 14.1096 6.5623 16.4283 0.0004 -0.0008 0.0001
Si 2.2472 4.0437 10.4679 -0.0011 -0.0078 0.0007
Si 5.8023 16.1243 16.6521 -0.0002 -0.0027 -0.002
Si 3.8501 9.6774 17.2343 0.0001 0.0003 -0.0001
Si 10.4675 4.23 11.6589 0.0059 -0.0006 0.0019
Si 11.0148 6.43 16.0842 -0.0004 -0.0005 0.0008
Si 8.1842 1.4651 14.6223 -0.001 0.0025 -0.001
Si 2.7867 10.3845 9.6815 0.0002 0.0087 -0.0024
Si 9.1558 6.7464 22.587 0.0002 0 0.0008
Si 11.2108 -1.2749 11.2085 0.0006 -0.0004 0.0009
Si 3.6371 -3.2917 13.723 -0.0006 0.0009 0.0037
Si 5.2676 8.7996 9.8654 0.0075 0.0139 0.0019
Si 9.6007 1.7372 22.5385 0.0045 -0.0058 -0.0064
Si 12.0077 -0.4931 16.5548 -0.0002 -0.0002 0.0001
Si 8.0543 2.6482 10.0636 -0.0429 -0.06 -0.014
Si -0.3253 8.1847 18.4002 -0.0014 0.0006 0.0003
Si 11.7957 -2.1163 14.1549 0 0 0.0007
Si 5.2248 3.8581 11.3247 0.0137 -0.0399 -0.0295
Si 6.0636 6.0387 21.6592 -0.0004 0.0005 0.0016
Si 6.5266 7.6746 14.677 -0.0003 -0.0003 0.0022
Si 11.6095 6.456 20.6617 -0.0012 -0.0007 -0.0003
Si 11.133 1.0198 18.7784 0 0.0001 0.0011
Si 14.2719 7.6489 21.6445 0.0002 0.0004 -0.002
Si 7.0094 1.3158 20.7294 0.0026 0.0001 0.0006
Si 10.0376 7.013 10.3516 0.001 -0.0007 -0.0021
Si -0.5952 3.6373 20.1393 -0.0009 -0.001 0.0018
Si 8.5067 -0.7217 19.0907 -0.0002 0.0005 -0.0004
Si 6.9287 10.1158 16.3833 -0.0005 0.001 -0.0038
Si 8.6524 0.1782 11.9235 -0.0144 0.022 -0.001
O 13.4176 8.7597 13.9509 0 -0.001 -0.0006
O 7.7325 -1.1138 17.7417 0.0006 -0.0034 0.0023
O 6.0971 8.139 11.0623 -0.0048 -0.0022 -0.0038
O 1.6421 10.4936 10.8356 -0.0005 -0.0015 0.0003
O 5.235 -5.4923 10.8656 0.0074 0.0299 0.0026
O 10.0961 7.1201 17.2647 0.0001 -0.0002 -0.0002
O 6.3012 4.9182 20.4858 0.0003 0.0002 -0.0001
O 6.8533 13.0851 13.9638 -0.0003 0.0051 0.0072
O 3.6315 7.2244 12.1354 0.0008 -0.0001 -0.0039
O 2.6012 5.6601 10.3379 0.0007 0.0056 -0.0035
O 7.816 4.6075 14.1754 0.0034 0.0006 0.0008
O 11.5012 -1.649 17.5952 -0.0002 0.0002 -0.0004
O 10.2346 4.0741 13.2528 -0.0006 0 0.0009
O 0.7358 7.4095 19.3528 0.001 -0.0002 0
O 7.0072 2.4794 19.5601 -0.0009 0.0002 -0.0014
O 12.5377 6.1344 16.6898 0.0002 -0.0003 -0.0002
O 17.3321 6.4908 15.8095 0.0005 0.0005 -0.0008
O 13.0833 6.5335 21.3815 0.0007 -0.0004 0.0004
O 3.306 0.6041 21.1528 -0.0002 -0.0003 -0.0006
O 1.0728 3.6451 11.5161 -0.0044 0.0019 -0.0027
O 7.28 -0.1826 20.0701 -0.0003 0.0001 -0.0005
O 8.2009 1.3497 21.8342 -0.0037 -0.001 -0.004
O -1.5276 8.8438 19.3209 -0.0002 0.0008 -0.0003
O 2.8155 8.9936 20.8675 0.0007 -0.0009 0.0003
O 12.2402 0.1386 19.6461 0.0002 -0.0001 -0.0005
O 6.1166 9.5734 8.7345 -0.0043 -0.0033 0
O 8.6021 7.4601 10.9655 -0.0019 0.0002 0
O 8.9955 0.6794 13.454 -0.0061 -0.0073 -0.0155
O 7.587 11.4805 15.8156 0.0017 -0.0015 0.0019
O 6.4394 3.0843 10.6609 0.0479 -0.0143 -0.0332
O 2.6922 -0.449 16.4251 0.0007 -0.0004 -0.0002
O 3.6872 14.2704 10.8761 -0.0341 0.0093 0.0032
O -6.6693 5.5603 17.1409 -0.0002 0.0002 -0.0001
O 11.2005 7.449 14.8106 0.0005 0 -0.0007
O 4.0788 9.7192 10.4305 0.0024 -0.0073 -0.0004
O 3.5439 8.0686 17.0075 0 -0.0004 -0.0006
O 10.1531 5.1173 15.6315 0.0006 0.0004 0.0003
O 10.3293 2.8086 21.5569 0.0004 0.0034 -0.0048
O 5.3525 14.9377 12.9636 0.0205 0.0028 0.0264
O 4.8709 7.1348 21.2036 -0.0011 0.0005 -0.0003
O 11.0607 2.6191 19.0819 0.0006 0.0002 -0.0016
O 9.162 2.6355 15.2534 -0.0002 -0.0005 -0.0019
O 3.7307 -0.7629 18.794 -0.0004 -0.0001 -0.0001
O 5.6272 1.6352 21.5437 -0.0011 0.0001 0.0006
O 5.317 10.1264 16.6769 -0.0023 -0.0004 0.0002
O 7.8681 1.2636 11.0564 0.0351 0.0261 0.006
O 9.6118 0.4809 19.0676 -0.001 -0.0015 -0.0006
O 17.6936 4.7052 17.9237 0 -0.0004 -0.0002
O 7.6322 6.4918 21.9927 0 -0.0008 0.0003
O -5.8557 -2.6911 14.1462 -0.0006 -0.0003 -0.0013
O 7.3457 -3.618 13.2972 0.0001 -0.0008 -0.0026
O 11.4137 -0.8226 15.0792 0.0009 -0.0013 -0.0011
O 10.313 7.0315 21.4853 0 0 -0.0004
O 9.2593 3.5376 10.8343 -0.0036 0.0067 0.0055
O 8.8672 -6.6929 19.6722 -0.0011 0.0006 -0.002
O 0.5361 11.8496 17.1772 0 -0.0001 0
O 16.6368 3.9464 15.5972 0.0018 0.0003 -0.0056
O 11.1482 -1.906 12.7036 0.0003 -0.0001 -0.0013
O 11.3514 4.896 20.2984 0.001 0.002 -0.0002
O 0.0626 8.3439 10.2483 0.0004 0.0008 0.0013
O 10.6216 5.824 11.2779 -0.001 -0.0004 0.0006
O 10.0205 -0.1963 11.1155 -0.0033 0.0001 0.0013
O 14.2944 6.4302 14.7848 -0.0006 0 -0.0008
O 7.3017 8.9172 15.3579 -0.0005 0.002 -0.0005

Results
free energy: -133958.158 eV
free energy less fixed offsets of O -568.88, Si -635.61 eV per atom: 3.802 eV

The program warned: the cutoff lies below the one the program advises for these potential files; the forces do not sum to zero within the program's tolerance; the exchange-correlation potential is rough where the density is thin.
